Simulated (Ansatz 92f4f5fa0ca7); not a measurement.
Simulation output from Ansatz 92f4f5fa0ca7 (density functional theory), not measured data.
Periodic cell of 148 atoms, Si92O56, from a study of silicon, its oxide and their interface. The atomic structure is a simulated model.

Settings: functional r2SCAN; potential files Ansatz norm-conserving; basis plane waves; wave-function cutoff 1300 eV; density cutoff ratio 4; exchange-correlation grid ratio 1; k mesh 2 x 2 x 1, shifted by 0.5 0.5 0.5 of a step; self-consistency stop 5e-08 eV per atom in the density residual; occupations Fermi-Dirac, 0.05 eV; spin none; net charge 0.

Cell vectors (angstrom)
a, 10.88, 0, 0
b, 0, 10.88, 0
c, 0, 0, 21.2572

Atoms: element, x, y, z (angstrom)
Si, 5.6159, 0.3839, -1.6177
Si, 3.0364, 3.6607, 1.2109
Si, 3.4204, 7.7838, -0.1968
Si, 0.9326, 12.3729, -0.5019
Si, 7.2013, 1.1021, 1.919
Si, 8.368, 6.5345, -4.1392
Si, 7.522, 6.1304, -1.1013
Si, 6.7192, 12.458, -2.9948
Si, 1.7031, 1.6963, 1.5128
Si, 3.4554, 4.6966, -0.9834
Si, 0.6409, 7.4924, 1.0404
Si, 4.3869, 9.1044, 1.614
Si, 6.2317, 4.3871, -1.8242
Si, 9.2721, 5.4583, 0.6163
Si, 6.8613, 8.0382, 0.9825
Si, 6.2031, 10.4937, 0.5278
Si, -0.0747, 2.597, 2.5979
Si, 3.083, -0.064, 2.6547
Si, -0.7227, 8.6953, 2.7738
Si, 2.3601, 5.1883, 2.6713
Si, 5.39, 2.5937, 2.8685
Si, 8.7468, -0.4314, 3.0873
Si, 5.5931, 7.5907, 2.9449
Si, 7.8027, 5.8932, 2.6386
Si, 1.2388, 3.8273, 3.9763
Si, 4.1836, 1.1845, 4.2472
Si, 1.4508, 9.447, 3.6669
Si, 3.8157, 6.3599, 3.9108
Si, 6.9896, 4.053, 4.1727
Si, 9.8219, 1.1607, 4.3865
Si, 7.144, 9.3627, 4.268
Si, 9.3495, 6.8913, 4.2367
Si, 0.4468, -0.2278, 5.2652
Si, 2.3645, 2.36, 5.6444
Si, -0.0514, 5.2807, 5.542
Si, 2.4145, 7.9204, 5.1315
Si, 5.6899, -0.2115, 5.8455
Si, 8.1408, 2.4412, 5.4782
Si, 5.22, 5.4034, 5.4837
Si, 8.5128, 8.3869, 5.8061
Si, 1.3155, 0.9935, 7.1215
Si, 4.0917, 3.7943, 6.6163
Si, 1.405, 6.8522, 6.9248
Si, 4.1921, 9.066, 6.649
Si, 7.1462, 1.1905, 7.0132
Si, 9.4692, 3.8122, 6.8901
Si, 6.6385, 6.7884, 6.7831
Si, 9.9094, 9.6919, 6.9612
Si, -0.591, 1.9276, 8.1215
Si, 2.9224, -0.231, 8.2049
Si, -0.0987, 8.1211, 8.4053
Si, 3.1147, 5.4879, 7.9924
Si, 5.5915, 2.6815, 8.3046
Si, 8.8108, 0.231, 8.4804
Si, 4.8102, 7.2917, 8.157
Si, 7.8418, 5.3152, 8.1832
Si, -0.1107, 3.0418, 10.3182
Si, 4.2306, 1.1373, 9.4936
Si, 1.7736, 9.9601, 10.2465
Si, 10.5847, 8.3254, 11.4261
Si, 4.0138, 4.5026, 10.0971
Si, 8.3231, 0.2996, 11.5209
Si, 5.3353, 8.0867, 10.9242
Si, 9.6863, 6.2212, 9.2032
Si, 1.7644, 2.1985, 11.1016
Si, 5.1817, 0.2496, 11.4855
Si, 0.8625, 4.9675, 9.336
Si, 4.6646, 7.9596, 16.5544
Si, 7.6403, -4.5894, 13.0243
Si, 8.7071, 2.6144, 11.4293
Si, 7.8157, 6.6279, 10.5732
Si, 3.5997, 3.8266, 12.5816
Si, 2.1327, -2.0523, 13.1411
Si, 5.2349, 2.4627, 13.3746
Si, 3.2675, 6.4524, 12.4909
Si, 3.057, 10.683, 15.247
Si, 11.8882, 6.3817, 11.4667
Si, 6.577, 4.3199, 9.7468
Si, -0.4255, 5.4127, 13.8849
Si, 4.3385, 8.5433, 18.9032
Si, -1.6029, 14.9288, 15.4014
Si, 4.0002, 2.1484, 16.8169
Si, -1.773, 1.0633, 16.1233
Si, 7.7363, 3.427, 13.5865
Si, 13.8824, 12.1742, 18.8115
Si, 10.5214, 7.6688, 15.628
Si, 0.9212, 10.1912, 16.8774
Si, -6.7189, 16.0605, 17.2861
Si, 6.5636, 18.7579, 15.0578
Si, 9.4283, 3.02, 21.9777
Si, 19.2871, -1.0645, 14.1632
Si, 12.5885, 10.1195, 18.9666
O, 0.4955, 6.4097, -6.4465
O, 3.5692, -4.6668, -0.4452
O, 0.6227, 0.0199, -1.3801
O, 10.1982, 2.2831, -0.5337
O, -5.0651, -5.6207, -3.3549
O, 2.5983, -0.5864, -7.495
O, 5.641, 13.0876, -4.1914
O, 4.3067, 23.1828, -1.4555
O, 9.8936, 7.0427, -4.3125
O, 1.3237, 17.3993, 2.1638
O, 4.6052, 3.1225, 1.5994
O, 7.5711, 9.4471, 0.4824
O, 10.4616, 6.6067, 0.2015
O, 6.4484, 7.1421, -0.3016
O, 7.9605, 13.197, 0.7416
O, 4.7035, 8.3247, 9.4594
O, -8.4381, 2.6724, 12.4285
O, -4.1699, 0.6098, 11.3608
O, 4.463, 1.1979, 12.6266
O, 2.8551, 7.5432, 13.723
O, 2.732, 8.8182, 18.8066
O, 11.1549, 9.1823, 9.9158
O, 1.6308, 11.1708, 15.893
O, 31.001, -4.4381, 13.5929
O, 1.3269, -10.3577, 11.0744
O, 14.8812, 6.4922, 16.4802
O, 14.7102, 9.5186, 16.1027
O, 6.8289, 7.9379, 10.6598
O, 9.8111, 2.5335, 15.6243
O, 5.2075, 9.5252, 11.8012
O, 8.4582, 4.9623, 16.6194
O, -2.5986, 6.6506, 18.771
O, 7.9332, 1.216, 17.2594
O, 11.3943, -1.8549, 12.7759
O, 17.5722, 4.9654, 13.5392
O, -2.247, 10.3926, 10.1582
O, 6.885, 2.9788, 19.1328
O, -3.589, 14.0285, 10.5335
O, 6.827, 9.3913, 14.4216
O, 8.4362, 0.3958, 14.837
O, 13.4023, -1.7529, 11.5143
O, 3.1535, 2.3858, 10.084
O, 11.3151, 5.2434, 12.5978
O, -6.1379, 6.9391, 12.0043
O, 10.2046, 10.926, 16.9094
O, -7.0488, 1.2686, 15.3824
O, 11.8123, -2.1641, 16.1132
O, -5.4033, 9.7553, 18.6964
O, -2.0984, 10.0536, 12.6199
O, 9.4872, 8.604, 14.662
O, 1.9191, 24.1246, 19.7018
O, -7.0119, 3.7706, 16.4385
O, -3.4021, 7.4377, 16.3101
O, 15.868, 14.9074, 20.4248
O, 14.0801, 5.1206, 18.722
O, 12.7275, 8.3313, 21.5057

Results
free energy: -36783.441 eV
free energy less fixed offsets of O -463.61, Si -117.95 eV per atom: 30.119 eV
pressure: -1.58 GPa
stress xx, yy, zz, yz, xz, xy (GPa, positive in tension): 1.09, 2.39, 1.25, -0.19, -0.97, -1.24

Forces (eV/angstrom), in the order of the atoms: element, x, y, z
Si, -0.9347, -3.3626, 1.1804
Si, 0.9434, -1.5133, -1.8749
Si, 0.9264, 1.5486, 0.3216
Si, -3.4211, 0.5626, -3.6195
Si, 0.4536, 2.2619, -0.7511
Si, 3.1104, -3.3957, 4.2704
Si, 1.474, -1.0347, 0.4344
Si, 0.673, 4.2821, -3.8954
Si, 1.7775, -0.6822, 1.8481
Si, 1.2619, -0.6141, 1.0248
Si, -0.575, 0.8633, 1.6688
Si, 0.545, 0.609, -0.7035
Si, -0.5144, 1.5526, -1.6308
Si, -1.7766, 1.0145, -0.9635
Si, 0.7332, -0.1683, 0.6736
Si, -0.1518, -0.2849, -0.0824
Si, -1.2676, -1.1108, 1.1158
Si, -0.9851, -0.1706, -0.6877
Si, 2.3166, -1.3048, -0.8934
Si, -0.8713, 2.9808, -0.5861
Si, 3.2422, -0.505, 1.9366
Si, -0.9709, 1.724, -0.8116
Si, 1.4031, 1.1055, 0.4668
Si, 0.4753, -0.04, 0.8552
Si, -1.1264, -0.093, 3.0513
Si, -0.2764, -0.3212, 1.9256
Si, -0.4662, -0.4544, -0.159
Si, 0.7681, 0.9092, 1.0096
Si, -1.73, 0.3519, -1.0307
Si, -0.9222, 1.1865, -1.3628
Si, -2.3349, -0.2165, 0.5627
Si, 0.5953, -0.3942, -0.2247
Si, -0.0552, 0.4407, 2.5578
Si, 2.1181, 1.2507, -1.6036
Si, 0.1332, 0.5228, -0.283
Si, 1.6814, 0.7432, 0.1685
Si, -0.2036, -0.068, -2.1921
Si, 1.4294, 0.9424, -0.8867
Si, 1.6849, -0.9552, -1.0575
Si, -2.0938, -2.265, -0.041
Si, -0.2915, 0.105, -0.4951
Si, -0.4426, -0.6935, 1.2555
Si, -0.421, -1.0112, -0.0802
Si, -1.7816, -0.0626, 0.094
Si, -1.5821, -0.4186, 2.0883
Si, -0.948, 0.1767, -0.1039
Si, 1.0156, 0.3031, 0.6922
Si, 0.1484, -0.0247, 0.2572
Si, 1.0156, 1.6196, 1.4038
Si, 0.1663, -1.6356, 0.1559
Si, 0.2065, 0.0388, -0.528
Si, -0.3262, 0.3601, 0.2943
Si, -0.2697, -0.7461, -1.7103
Si, -0.8964, -1.0097, 1.1283
Si, -0.5893, 0.6196, -1.3957
Si, 1.2032, -0.4597, -2.6333
Si, -1.0958, 0.6739, -1.625
Si, 0.0512, 1.1197, 0.1571
Si, 0.9905, 1.7183, 1.9617
Si, -0.8955, -0.5039, 1.7231
Si, 0.6631, -0.4209, 0.8568
Si, -1.1398, 0.0352, -0.5484
Si, -3.5028, 2.7619, 3.0235
Si, 0.3207, 0.4029, 0.2582
Si, 0.1977, -3.8159, -1.8736
Si, -1.2137, -1.247, -0.4622
Si, -0.6156, 1.0047, 1.2817
Si, -0.5492, 2.9482, -0.3489
Si, -1.1684, 0.7265, 1.4853
Si, -1.1638, 1.2839, 0.3952
Si, 0.7057, -0.6675, 2.1553
Si, 0.5055, 2.8973, -0.4177
Si, -1.5104, 4.2656, -2.836
Si, 0.826, 0.1964, 0.5734
Si, -1.35, -1.9375, 0.4587
Si, 0.5368, 0.7885, 0.4698
Si, 1.3363, -2.1175, -1.3339
Si, -2.1207, 1.1978, -0.3541
Si, 0.2047, 1.2484, 2.599
Si, 1.6458, -0.5658, 0.0535
Si, -2.313, 0.0255, -0.5374
Si, 1.8525, 1.0972, -1.5509
Si, 1.8966, -0.1583, 2.8219
Si, -2.34, 1.179, 0.2346
Si, -1.4643, 1.0525, 0.767
Si, 3.1935, 1.7523, -1.6444
Si, -5.1954, -1.0949, -0.0557
Si, 1.5868, -3.5995, 3.392
Si, -1.3582, -0.3611, -2.229
Si, 0.2083, 0.0353, -0.3378
Si, 0.6309, -1.8954, 0.8815
Si, 1.4757, 1.3704, -1.8054
O, -1.3432, 2.1813, 1.5448
O, -0.6333, 0.9655, 1.782
O, -0.1459, 0.6574, 2.4416
O, 2.9084, -1.0034, 0.1401
O, -2.6352, -1.7055, 1.0509
O, 0.5154, -1.7941, 0.1701
O, -0.4213, -1.9595, 1.5218
O, 1.0799, -1.5954, -0.0356
O, 0.2236, 0.588, -0.4163
O, 1.3247, -1.8034, -0.0066
O, -1.8439, 1.1338, -1.204
O, -0.7535, -0.7138, -0.4568
O, -0.0252, -1.1839, -0.2822
O, 0.5219, -0.1934, -1.1224
O, -0.6988, -0.9768, 1.8073
O, -0.5734, -0.8946, 0.8276
O, -0.6559, 1.2718, 2.1864
O, 1.8533, 0.2195, 0.8975
O, 1.8001, -1.1235, 0.0294
O, 0.583, -0.3986, -0.0674
O, -2.3162, 1.3824, 0.2022
O, 1.0809, -0.7913, 0.3363
O, 1.5675, 0.8722, -0.4154
O, -2.4109, -1.6345, -0.8431
O, 1.2615, 0.2585, -1.0757
O, -1.5869, 0.3124, -1.7525
O, 0.0101, -1.1169, -0.2897
O, 3.6056, -0.764, -1.1396
O, -0.3975, -1.701, 1.8984
O, -0.5537, -0.7352, -0.8385
O, 1.1235, -1.2317, -1.5826
O, -1.1564, -0.0136, -0.3101
O, 0.9044, 0.1844, 0.0662
O, -0.1685, -0.8316, 0.4149
O, 3.0323, -1.0965, -1.0433
O, 0.9848, 0.9722, -3.871
O, 1.4803, -1.4186, -0.5631
O, 3.027, -1.8652, 2.1262
O, 1.5243, -0.3537, 0.5571
O, 0.7235, 0.2313, -0.022
O, 0.3972, -0.3121, -1.9137
O, -0.9053, -0.2352, -0.3319
O, 0.8255, -0.8151, -2.0199
O, 0.5254, 0.8481, -1.8991
O, 0.3069, 0.319, -1.3404
O, 0.2109, -0.0649, 0.8098
O, -2.1257, -0.892, -0.4692
O, -1.2414, 2.1703, 1.8523
O, -0.6391, 0.9182, -0.3544
O, -0.6337, 1.3443, 1.4074
O, 0.2947, -1.9244, -1.0597
O, -0.7516, 1.1501, 0.7082
O, -1.5715, 1.999, -1.0915
O, -0.8729, 1.1398, -1.3907
O, 0.5308, -0.8488, -2.4212
O, -0.2724, -1.584, -0.8894
